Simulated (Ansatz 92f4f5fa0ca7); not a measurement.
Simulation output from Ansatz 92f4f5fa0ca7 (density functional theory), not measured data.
Periodic cell of 177 atoms, Si107O70, from a study of silicon, its oxide and their interface. The atomic structure is a simulated model.

Settings: functional r2SCAN; potential files Ansatz norm-conserving; basis plane waves; wave-function cutoff 1300 eV; density cutoff ratio 4; exchange-correlation grid ratio 1; k mesh 2 x 2 x 1, shifted by 0.5 0.5 0.5 of a step; self-consistency stop 5e-08 eV per atom in the density residual; occupations Fermi-Dirac, 0.05 eV; spin none; net charge 0.

Cell vectors (angstrom)
a, 11.54, 0, 0
b, 0, 11.54, 0
c, 0, 0, 23.7795

Atoms: element, x, y, z (angstrom)
Si, -0.0706, -0.671, 0.0819
Si, 0.2263, 4.9355, 0.1609
Si, -0.1106, 7.8998, 0.5868
Si, 3.7406, -0.099, 0.336
Si, 4.1327, 3.8675, -0.3832
Si, 3.4887, 8.332, 0.3092
Si, 7.6531, -0.7621, 0.1619
Si, 7.681, 4.6025, -0.0448
Si, 7.7083, 7.7094, 0.4467
Si, 1.6421, 0.0606, 1.5234
Si, 2.108, 4.0409, 1.1298
Si, 1.8519, 7.8492, 1.7418
Si, 5.7953, -0.1405, 1.4765
Si, 5.7607, 3.5169, 1.2691
Si, 5.6277, 7.7607, 1.7012
Si, 9.5186, -0.1801, 1.3094
Si, 9.6681, 4.0821, 1.2409
Si, 9.5766, 7.6882, 1.8554
Si, 1.8124, 2.0396, 2.7203
Si, 2.1136, 5.8399, 2.9103
Si, 2.0445, 9.8517, 2.9481
Si, 5.9358, 1.8248, 2.7409
Si, 5.6894, 5.2933, 2.6632
Si, 5.7696, 9.581, 2.9943
Si, 9.5673, 1.8643, 2.521
Si, 9.8388, 5.5863, 2.8021
Si, 9.5982, 9.6777, 2.9747
Si, -0.0743, 1.8097, 4.0817
Si, 0.2256, 5.6432, 4.4182
Si, 0.1691, 9.4774, 4.1786
Si, 3.8638, 2.0656, 4.0026
Si, 4.0447, 5.7178, 4.3715
Si, 3.8566, 9.655, 4.3571
Si, 7.7022, 1.7844, 4.1072
Si, 7.7455, 5.69, 4.0267
Si, 7.6112, 9.5872, 4.3148
Si, -0.1098, 0.0429, 5.5294
Si, -0.1088, 3.8693, 5.5454
Si, -0.0107, 7.6067, 5.5346
Si, 3.8211, 0.2507, 5.3807
Si, 3.7696, 3.7613, 5.5947
Si, 3.807, 7.6603, 5.5753
Si, 7.5567, -0.0911, 5.5554
Si, 7.9261, 3.8643, 5.3323
Si, 7.7059, 7.6837, 5.5097
Si, 1.7455, 0.2219, 6.9087
Si, 1.905, 3.7881, 6.8445
Si, 1.644, 7.6545, 7.112
Si, 5.6604, 0.1064, 6.8219
Si, 5.8111, 3.8215, 6.7441
Si, 5.7629, 7.5935, 6.8684
Si, 9.5359, -0.0032, 6.7644
Si, 9.5424, 3.7926, 6.9907
Si, 9.5795, 7.8381, 6.786
Si, 1.8247, 2.2103, 8.5724
Si, 1.7685, 5.7058, 8.2946
Si, 1.8455, 9.7635, 8.1294
Si, 6.0002, 1.9938, 8.0457
Si, 5.4755, 5.6644, 8.1445
Si, 5.5581, 9.5454, 8.0861
Si, 9.8391, 1.6994, 8.3373
Si, 9.4301, 5.9102, 8.0292
Si, 9.8221, 9.6993, 8.2137
Si, 0.2774, 1.9739, 10.2075
Si, -0.1897, 5.8511, 9.7136
Si, 0.3089, 9.7505, 9.9096
Si, 4.0645, 2.0542, 9.4308
Si, 3.6857, 5.5519, 9.7711
Si, 3.6424, 9.5551, 9.4247
Si, 7.7728, 1.6363, 9.4763
Si, 7.4761, 5.5843, 9.2727
Si, 7.7748, 9.408, 9.2408
Si, 1.1708, -0.0286, 11.2666
Si, -0.7087, 4.0706, 11.173
Si, -0.0607, 7.7239, 11.034
Si, 4.3473, -0.1257, 10.549
Si, 4.757, 3.5347, 10.9576
Si, 4.0082, 7.7399, 10.8385
Si, 7.5202, -0.3586, 10.7146
Si, 7.7418, 3.7108, 10.4442
Si, 7.2655, 7.5038, 10.5672
Si, -2.8365, -0.4105, 19.4796
Si, 1.8456, -0.1833, 14.1216
Si, 3.9939, 13.8551, 14.0288
Si, 6.2505, 3.1929, 15.9225
Si, 10.4061, 9.0272, 17.6678
Si, 4.2826, 7.1571, 13.8454
Si, 0.1954, 5.8612, 13.5706
Si, 14.2416, 4.9231, 14.9003
Si, -4.8547, 6.0291, 15.0257
Si, -0.6664, 12.4576, 21.2341
Si, -2.778, 9.0091, 12.4415
Si, 6.2725, -0.3755, 21.2401
Si, 8.3938, 2.5561, 18.2051
Si, 7.7102, 4.3529, 20.759
Si, 4.3614, -2.8548, 21.3213
Si, 9.2931, 7.6451, 14.9127
Si, 3.8113, 12.9808, 21.3464
Si, 1.6197, 1.5287, 19.1552
Si, 0.7213, 6.7524, 17.674
Si, -0.1323, 3.9534, 18.2988
Si, 1.3628, -0.676, 16.9563
Si, 3.4477, 6.8379, 19.3347
Si, 2.2274, 8.7055, 15.5475
Si, 4.7619, 5.3164, 17.0805
Si, 5.2113, 5.8788, 21.5039
Si, 10.5696, 15.5996, 21.1983
O, -0.0609, -2.2888, -0.393
O, -0.079, 0.4377, -1.0534
O, -0.1912, 4.5377, -3.9212
O, -0.0345, 4.3027, -1.3546
O, 0.2179, 6.4785, -0.2068
O, 3.6264, 5.6871, -9.9203
O, 1.9537, 0.2829, -5.635
O, 2.8334, -0.0273, -12.3891
O, 3.3048, 0.3741, -1.2415
O, 4.0199, 2.9068, -1.6582
O, 4.8861, 5.1984, -0.8085
O, 3.9011, 9.8647, 0.3717
O, 7.1884, -1.038, -3.7264
O, 7.1426, 0.0179, -1.2557
O, 4.4896, 6.2233, -5.4818
O, 7.3749, 3.7692, -1.4378
O, 7.8797, 9.1463, -0.4448
O, 7.6091, 6.2457, -0.4012
O, -2.7578, -2.7419, 14.0591
O, -3.3196, -1.0034, 12.1121
O, -5.1252, 3.4684, 11.34
O, -2.3941, 3.9104, 11.35
O, -7.6803, 7.8188, 12.4789
O, -5.9423, 7.8298, 10.4511
O, 0.7931, 0.1731, 12.8744
O, 3.2485, 0.7339, 14.0313
O, -4.7685, 4.3387, 14.9177
O, 4.1564, 2.8047, 12.485
O, 0.5704, 6.9182, 12.4177
O, 3.6175, 7.8833, 15.164
O, 5.856, -0.1142, 11.2974
O, 5.9085, 6.8466, 13.9274
O, 7.6763, 7.8056, 12.0162
O, 11.284, 4.4851, 12.6947
O, 9.3791, 9.9788, 18.5135
O, 10.131, 8.4523, 11.6385
O, -3.162, 0.9475, 18.7229
O, -1.3742, 2.4191, 21.2263
O, 0.5794, 0.9008, 20.2412
O, -4.073, 2.5783, 16.7904
O, 1.1626, 5.3877, 14.7311
O, 1.0484, 14.2808, 18.2986
O, 2.9216, 3.2506, 14.6549
O, 10.4137, 6.6177, 14.4155
O, 5.8693, 6.3316, 16.3831
O, 9.7289, 8.2955, 16.3928
O, 8.1507, 6.507, 15.1133
O, 5.5312, 7.4414, 21.5284
O, 3.1582, -3.2967, 22.4869
O, 5.4014, 3.8672, 17.1241
O, 11.2558, 7.7698, 18.3754
O, 11.439, 10.1617, 17.2184
O, 1.7529, -1.9133, 14.2293
O, 5.3446, 2.1256, 15.0802
O, 1.2545, 7.4784, 16.2012
O, 2.0692, 6.6329, 18.5851
O, -2.3628, 4.9637, 21.0795
O, 2.6226, 9.7942, 16.8081
O, 3.2504, 5.0823, 16.3907
O, 2.9268, 1.7804, 19.9354
O, 3.8611, 5.8354, 20.5814
O, 6.3844, 5.253, 20.4393
O, 7.7025, 3.3384, 19.512
O, 3.6705, 8.326, 19.822
O, 9.9101, 3.1904, 18.0235
O, 5.0265, -1.3973, 21.4238
O, 11.6464, 5.2168, 17.332
O, 12.7134, 11.6378, 15.5535
O, 5.3366, 12.5101, 20.7286
O, 9.7904, 11.5169, 20.6515

Results
free energy: -45077.339 eV
free energy less fixed offsets of O -463.61, Si -117.95 eV per atom: -3.989 eV
pressure: -1.77 GPa
stress xx, yy, zz, yz, xz, xy (GPa, positive in tension): 2.58, 1.85, 0.88, -0.67, 0.79, -0.42

Forces (eV/angstrom), in the order of the atoms: element, x, y, z
Si, -0.5356, -1.0266, 1.084
Si, -1.5487, -2.7055, -0.9876
Si, 0.6686, 0.1434, -0.6185
Si, -1.5838, 1.1761, -0.6905
Si, -0.9421, -1.4136, 2.1244
Si, 1.5176, -1.2619, 0.0869
Si, -1.1634, -1.2255, -2.2653
Si, -0.5707, -0.5806, 0.2113
Si, -0.8568, 0.0801, -0.0686
Si, 1.3276, 0.1133, -0.4979
Si, 0.3238, 0.19, 0.8871
Si, -0.3049, 0.1763, 1.0307
Si, 0.2166, 0.2789, 0.5118
Si, 1.217, 0.7354, -1.1575
Si, -0.2347, -2.4685, -1.859
Si, 0.9296, -0.0202, 0.4566
Si, 0.4759, -1.4001, -1.2872
Si, -0.5024, -0.4253, -0.7089
Si, 0.3694, 0.7281, -0.6616
Si, 0.4319, -0.894, 0.134
Si, 0.0218, -0.9627, 0.0657
Si, -1.1159, -0.4937, 0.0842
Si, 0.3525, 3.2051, 1.5477
Si, -1.0065, 0.7657, 0.2671
Si, 0.1585, 0.5327, 0.3153
Si, -0.4413, 1.817, 2.8241
Si, 0.0214, -0.0301, 0.7332
Si, -0.5119, 1.9876, -0.3751
Si, -0.423, 1.5894, -3.4719
Si, -1.2039, 1.6758, 0.7051
Si, -0.244, -0.2385, -0.9481
Si, -0.7907, -0.3772, -1.6434
Si, 0.1488, 0.543, -0.1607
Si, 1.4234, 0.7979, 0.3757
Si, 0.359, 0.6487, -0.6952
Si, 1.0838, 0.0802, -0.9786
Si, 0.7091, -1.4256, -0.815
Si, 0.1021, -3.3371, 1.3733
Si, -0.3562, 0.3344, 0.1277
Si, -0.9052, -1.1123, 1.4703
Si, 1.2088, 0.174, -0.5701
Si, -0.6312, 0.2722, 1.0669
Si, 0.2622, 0.9931, 0.0866
Si, -1.7282, -1.2496, 1.076
Si, -1.077, -1.3349, -0.2498
Si, 1.2284, 0.706, 0.2996
Si, -1.7384, 0.3873, 1.096
Si, 2.0172, 0.7243, -1.0911
Si, -0.4544, -0.913, 0.0881
Si, 0.7739, 0.492, -0.9738
Si, -0.4535, 0.3658, -0.4731
Si, 0.4476, 0.0364, 0.9717
Si, 1.0225, -0.1558, 0.0112
Si, 0.8902, -0.2743, 0.2717
Si, 1.3867, -0.8636, -1.5483
Si, -0.0309, -0.9522, 1.0138
Si, -0.8025, -0.0347, -0.0447
Si, -0.9732, -0.6731, 0.6615
Si, 0.1032, 0.02, 0.101
Si, 1.3178, 0.3956, -0.2074
Si, -0.14, 0.9138, 0.4171
Si, 0.8895, -0.7863, 1.2935
Si, 0.0539, 0.0369, 0.4564
Si, -1.6383, 0.2263, -0.2749
Si, -0.967, -0.6492, -1.7426
Si, 0.084, -0.1171, -0.9979
Si, 0.4059, -1.886, -0.5531
Si, 0.4915, 0.4979, 0.5312
Si, 1.5105, -0.1304, 0.076
Si, 1.329, 0.1513, -0.0125
Si, 0.5192, 1.1113, -0.1527
Si, -1.1224, 0.2671, -0.231
Si, 0.4641, 1.1606, 0.9787
Si, -1.2878, -0.3369, 0.6586
Si, -0.0085, -0.4114, 1.8391
Si, -0.7694, 1.7494, 0.4017
Si, -0.1674, -1.0217, 3.4818
Si, 0.854, -1.0542, -0.2857
Si, -2.3622, -0.5937, 1.3481
Si, 1.8386, -0.9539, 1.1173
Si, -2.8173, 0.2683, -3.7557
Si, -0.7495, -1.5355, 0.2106
Si, 0.3942, 0.2381, -0.2995
Si, 0.7601, -3.6262, -0.2662
Si, 0.1368, -0.5859, 0.174
Si, -0.318, -0.195, -0.3794
Si, 0.6777, -0.4343, 1.6047
Si, -4.2611, 0.218, -0.1993
Si, 0.2766, -3.0861, 0.5041
Si, -0.213, -2.5094, 1.5046
Si, 1.1051, 2.0402, 1.0498
Si, -0.339, -0.9637, -0.6208
Si, -1.4111, 1.415, -2.2673
Si, -0.8346, -0.7999, 0.3904
Si, -1.4634, -0.6367, 1.3978
Si, -0.2872, -3.0379, -0.0908
Si, 1.489, -3.7186, 4.5822
Si, 1.8681, 0.3312, -1.1522
Si, -1.7641, -2.7421, -1.27
Si, 2.1525, -0.0017, -2.012
Si, -1.0524, -1.9286, 1.7695
Si, 0.6541, 0.5025, 1.3278
Si, 0.7937, -2.4797, 0.3072
Si, 1.1982, -0.6816, 1.3694
Si, -0.6952, 1.2362, -1.5578
Si, -0.051, -0.3445, -2.8249
Si, -1.2056, -0.8624, -1.3716
O, 0.1382, 1.0359, 0.3014
O, -0.7071, 1.0383, -2.7905
O, 0.3833, -0.9843, -1.3422
O, 0.8313, 0.1964, 1.0192
O, -0.4675, 1.7016, -0.2645
O, -0.0193, -0.4955, -0.7417
O, -1.2292, 0.0753, -0.5978
O, 0.0095, -0.2672, -0.3422
O, 0.7097, 1.2096, -0.6135
O, -0.5215, -1.2541, -0.8194
O, 0.5382, 2.1302, -1.9538
O, 0.1955, -0.0472, -0.2064
O, 2.354, 1.6877, 0.0298
O, 0.6374, -0.4144, 0.8773
O, 0.1763, 0.9287, 1.3004
O, 0.4577, 0.4053, -0.9827
O, -0.6073, 0.7294, 1.3113
O, 0.216, -0.1677, 0.4345
O, -0.1733, 3.263, -3.1556
O, 0.9464, -0.6446, -0.1654
O, -2.467, 0.9983, 0.3163
O, 0.6499, -0.0715, -0.7157
O, -0.169, 0.998, -1.5324
O, 1.3388, -0.486, 0.9814
O, 0.702, -0.7527, 0.2134
O, -0.4233, 0.2271, -0.0004
O, -0.3886, 1.7532, -0.5694
O, 1.1684, 0.9087, -1.3983
O, 0.7314, 1.3535, -0.9865
O, -0.1562, 0.7092, -1.0829
O, 0.0065, -0.6788, -1.0408
O, -2.2292, 1.1425, -1.6998
O, 1.7692, 1.4028, 3.2123
O, 0.534, 0.9696, 0.7598
O, -0.6414, -0.5131, 0.9221
O, -1.7269, 0.9726, 1.3502
O, 0.249, 2.0433, -1.3736
O, 0.9221, 0.8264, 0.1992
O, 0.2237, 0.5974, -0.2671
O, 2.078, -0.5109, 1.7617
O, 1.0111, -0.6833, -0.4809
O, -1.658, 2.3495, -0.5033
O, -1.9732, 3.3822, 1.0496
O, 3.0757, -0.8436, -1.989
O, -0.6845, -1.1249, -0.324
O, -0.5887, -0.1235, -0.8882
O, 1.2807, 1.3425, 0.3867
O, -0.6611, 2.8641, 0.7993
O, 1.8137, 0.3454, -1.8403
O, -0.473, -0.2285, 0.4566
O, -1.3981, 1.1179, 0.2582
O, 2.0607, 0.6961, -0.2721
O, 1.0925, 0.1752, 0.6034
O, -1.1023, 0.6444, -1.3841
O, -0.0742, 1.1656, 0.6699
O, -2.0646, -0.1229, 0.0818
O, 0.7737, -0.5139, -0.1256
O, -1.9129, -1.2956, -1.9375
O, 0.885, 0.8444, 0.3424
O, 3.3966, 0.2898, 3.9524
O, -1.1736, -0.1619, 0.8413
O, -0.1678, 0.3662, 2.2944
O, 0.8514, -0.646, -1.2112
O, 0.7981, 2.0208, 1.9474
O, 0.5206, 0.1953, -0.2012
O, -0.4127, -1.8799, 0.4983
O, 0.6735, 1.2509, 0.5934
O, -0.2862, 1.0264, 0.3946
O, -0.6467, -0.6552, 1.7031
O, -2.4106, -2.3878, -0.6478
